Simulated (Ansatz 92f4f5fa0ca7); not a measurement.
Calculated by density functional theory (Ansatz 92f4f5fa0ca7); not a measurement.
Periodic cell of 221 atoms, Si131O86As1H3, from a study of silicon, its oxide and their interface. The atomic structure is a simulated model.
Doubt: the cutoff is far below the 930 eV that the study's wrapper takes by default for these files, so forces and energies are approximate.
This geometry differs little from another in the collection (a relaxation step or a small displacement).

Settings: functional PBE; potential files Ansatz PAW; basis plane waves; wave-function cutoff 580 eV; density cutoff ratio 5; exchange-correlation grid ratio 1; k mesh 1 x 1 x 1, Gamma-centred; self-consistency stop 5e-08 eV per atom in the density residual; occupations fixed; spin none; net charge 0.

Cell vectors (angstrom)
a, 10.938, 0, 0
b, 0, 10.938, 0
c, 0, 0, 32.1424

Atoms: element, x, y, z (angstrom)
Si, 10.7601, 0.2333, 24.6582
Si, 5.7595, 10.5082, 24.637
Si, 2.6171, 3.0555, 24.5566
Si, 8.5479, 2.472, 24.6939
Si, 0.3109, 5.2122, 24.7606
Si, 5.3506, 5.6968, 24.625
Si, 3.0763, 7.8829, 24.686
Si, 8.1282, 8.4153, 24.7538
Si, 1.4842, 1.3805, 25.8743
Si, 6.8656, 1.3041, 25.8808
Si, 4.1726, 4.1353, 25.9617
Si, 9.669, 4.0333, 26.0509
Si, 1.4729, 6.7979, 26.0365
Si, 6.9199, 6.8156, 25.9989
Si, 4.1875, 9.4624, 26.0329
Si, 9.6548, 9.6153, 26.0527
Si, 2.7909, -0.0246, 27.2861
Si, 8.2195, 0.0069, 27.3779
Si, 0.1223, 2.6809, 27.3765
Si, 5.5192, 2.6976, 27.2713
Si, 2.8108, 5.441, 27.4169
Si, 8.262, 5.4214, 27.3494
Si, 0.0722, 8.1902, 27.354
Si, 5.5483, 8.1456, 27.4263
Si, 4.1352, 1.3576, 28.6738
Si, 9.6151, 1.3617, 28.7256
Si, 1.4208, 4.0791, 28.7522
Si, 6.8611, 4.0645, 28.6949
Si, 4.1526, 6.8124, 28.777
Si, 9.6088, 6.824, 28.7106
Si, 1.4155, 9.5782, 28.7085
Si, 6.8758, 9.5676, 28.7534
Si, 0.0177, -0.0177, 30.0889
Si, 5.4763, -0.0044, 30.0842
Si, 2.7683, 2.7087, 30.0913
Si, 8.2266, 2.7214, 30.0849
Si, 0.0235, 5.4506, 30.0889
Si, 5.5036, 5.4305, 30.1012
Si, 2.7553, 8.1964, 30.0943
Si, 8.2309, 8.188, 30.0944
Si, 1.3673, 1.3673, 31.4587
Si, 6.8362, 1.3673, 31.4587
Si, 4.1018, 4.1018, 31.4587
Si, 9.5708, 4.1018, 31.4587
Si, 1.3673, 6.8362, 31.4587
Si, 6.8362, 6.8362, 31.4587
Si, 4.1018, 9.5708, 31.4587
Si, 9.5708, 9.5708, 31.4587
Si, 2.7345, 0, 0.6835
Si, 8.2035, 0, 0.6835
Si, 0, 2.7345, 0.6835
Si, 5.469, 2.7345, 0.6835
Si, 2.7345, 5.469, 0.6835
Si, 8.2035, 5.469, 0.6835
Si, 0, 8.2035, 0.6835
Si, 5.469, 8.2035, 0.6835
Si, 4.0856, 1.3883, 2.0464
Si, 9.5547, 1.3683, 2.0633
Si, 1.3496, 4.1128, 2.0594
Si, 6.7844, 4.1366, 2.0204
Si, 4.0839, 6.852, 2.0704
Si, 9.5401, 6.8746, 2.0491
Si, 1.3336, 9.5884, 2.039
Si, 6.8316, 9.5711, 2.067
Si, -0.0441, -0.0361, 3.4555
Si, 5.4327, 0.0096, 3.3942
Si, 2.7108, 2.7394, 3.4398
Si, 8.0985, 2.7394, 3.3412
Si, -0.0502, 5.5026, 3.3836
Si, 5.4622, 5.4944, 3.4536
Si, 2.6767, 8.2357, 3.4009
Si, 8.1851, 8.216, 3.4856
Si, 1.3056, 1.3621, 4.7866
Si, 6.7942, 1.3665, 4.7617
Si, 4.089, 4.1179, 4.8049
Si, 9.3837, 4.1877, 4.6369
Si, 1.2974, 6.879, 4.7637
Si, 6.7938, 6.8815, 4.8754
Si, 4.013, 9.6419, 4.7489
Si, 9.5348, 9.5636, 4.9173
Si, 2.6561, 0.0092, 6.2185
Si, 8.1391, 0.0531, 6.2256
Si, -0.2215, 2.7791, 5.8812
Si, 5.415, 2.694, 6.1636
Si, 2.7235, 5.5508, 6.0907
Si, 8.1581, 5.4814, 6.2395
Si, -0.027, 8.1646, 6.2982
Si, 5.3822, 8.3251, 6.132
Si, 4.2412, 1.1851, 7.5882
Si, 9.3069, 1.7076, 7.4636
Si, 1.0425, 4.2784, 7.076
Si, 6.9821, 3.8386, 7.4905
Si, 3.8074, 7.1774, 7.4379
Si, 9.8306, 6.4558, 7.6714
As, 1.4223, 9.4834, 7.764
Si, 6.4851, 9.8961, 7.5156
O, 2.7009, 8.2019, 8.1029
O, 8.1562, 2.7784, 8.0215
O, 4.2132, 6.7924, 24.1216
O, 9.632, 1.3505, 24.1421
O, 5.3682, 0.0704, 8.0708
O, 0.0677, 5.316, 7.9193
O, 1.4044, 4.1133, 24.1919
O, 6.982, 9.4783, 24.2349
H, 7.0757, 9.2497, 8.7266
O, 4.5857, 6.5296, 8.7319
O, 9.3191, 6.7535, 9.2263
O, 3.6862, 1.8915, 9.0011
O, 1.621, 3.0797, 8.0311
O, 6.1885, 4.4115, 8.8264
O, 10.145, 1.1233, 8.7694
H, 0.3709, 10.5098, 23.4332
H, 2.4464, 8.5054, 23.4814
O, 10.6512, 5.8983, 23.4013
O, 6.0238, 5.0326, 23.2627
O, 4.9945, 10.76, 23.2033
O, 7.9874, 3.2415, 23.3592
O, 8.8468, 7.8569, 23.3875
O, 3.3261, 2.7055, 23.1044
Si, 6.6014, 1.5024, 15.4209
Si, 4.9678, 10.7758, 21.5754
Si, 7.7457, 7.5935, 16.0275
Si, 5.9944, 1.5144, 12.2267
Si, 0.8145, 0.0275, 17.2805
Si, 1.1774, 1.5338, 14.4974
Si, 6.512, 5.263, 17.8627
Si, 10.7126, 1.3224, 10.2951
Si, 7.3144, 4.416, 22.4676
Si, 3.0994, 8.8031, 17.1556
Si, 4.061, 5.4476, 19.8326
Si, 5.3212, 4.77, 15.1397
Si, 0.1417, 10.1013, 12.459
Si, 1.9644, 2.032, 19.1628
Si, 9.5188, 6.6559, 22.5269
Si, 8.4973, 3.2262, 11.5865
Si, 0.2234, 7.5627, 19.9364
Si, 3.2096, 5.1615, 11.292
Si, 9.3321, 9.4352, 18.0259
Si, 4.9256, 1.7108, 18.0038
Si, 6.9972, 3.1135, 19.5861
Si, 0.3349, 4.5202, 15.3958
Si, 2.7475, 6.6045, 14.9675
Si, 5.622, 5.7018, 9.6572
Si, 8.4984, 8.1555, 12.9967
Si, 2.7342, 8.1049, 12.2645
Si, 3.5778, 2.6316, 21.4938
Si, 8.411, 6.2571, 10.5059
Si, 6.9965, 0.1556, 19.4793
Si, 8.2701, 3.9268, 14.6825
Si, 3.6565, 2.9723, 13.2737
Si, 3.2537, 8.3293, 20.231
Si, 5.5999, 9.7023, 15.5671
Si, 5.5495, 9.5105, 12.5102
Si, 2.3558, 2.7571, 9.4285
Si, 1.3311, 4.9299, 18.4557
O, 1.4663, 9.1622, 12.0838
O, 8.4784, 4.642, 10.7707
O, 4.2195, 9.7579, 16.4365
O, 4.2603, 5.9634, 14.7847
O, 4.5642, 2.2978, 12.0929
O, 6.4462, 10.495, 20.906
O, 7.1413, 2.3167, 11.3764
O, 2.662, 7.77, 13.8492
O, 5.5062, 2.8985, 18.9504
O, 2.2666, 1.9807, 20.7623
O, 4.6052, 3.4613, 14.4992
O, 8.8067, 8.4925, 16.8302
O, 8.8702, 7.0248, 11.8693
O, 1.2491, 0.9362, 16.006
O, 6.3656, 1.4928, 13.8129
O, 4.8235, 5.269, 11.0192
O, 9.6146, 4.7187, 15.2676
O, 0.455, 0.3839, 13.5501
O, 0.4964, 6.1224, 19.1958
O, 1.6169, 8.3045, 20.3916
O, 3.793, 6.8367, 20.6935
O, 7.6163, 4.221, 18.5352
O, 2.6055, 4.2337, 10.0875
O, 6.2732, 8.2666, 15.8758
O, 6.7773, 10.8439, 15.8158
O, 5.0887, 9.8351, 14.0341
O, 2.9245, 4.2964, 12.6531
O, 2.5605, 6.6748, 11.4261
O, 7.4534, 6.3233, 17.0341
O, 2.6388, 1.8321, 13.8315
O, 7.8508, 2.5837, 15.5958
O, 9.7996, 2.4105, 11.0776
O, 5.4706, 4.6552, 16.7529
O, 5.5264, 5.7252, 19.1093
O, 7.0176, 8.7566, 12.5648
O, 3.3124, 1.8428, 18.2118
O, 5.8109, 10.9149, 11.6961
O, 1.6924, 9.6036, 17.2332
O, 0.518, 3.0345, 14.7006
O, 5.6471, 0.3256, 18.5364
O, 8.6793, 3.4959, 13.1755
O, 2.9303, 5.2801, 18.64
O, 7.7203, 1.6406, 19.6189
O, 6.8683, 6.6438, 10.119
O, 10.2298, 7.2921, 21.2312
O, 5.3625, 1.8959, 16.4371
O, 0.7378, 4.7231, 16.957
O, 1.0205, 0.8033, 18.7021
O, 1.4298, 5.6086, 14.7479
O, 3.9345, 4.1305, 20.8597
O, 8.0795, 10.0527, 18.8715
O, 9.7676, 9.2301, 12.9897
O, 10.318, 8.5744, 18.9863
O, 10.167, 10.612, 17.2637
O, 1.3347, 1.8442, 10.3235
O, 4.6734, 1.4254, 21.2238
O, 10.6437, -0.1171, 11.0547
O, 3.6452, 8.5021, 18.6561
O, 2.7609, 7.3812, 16.41
O, 8.3671, 5.5938, 22.0932
O, 8.363, 7.4635, 14.4941
O, 6.8616, 3.7246, 21.0756
O, 4.2347, 8.7198, 11.8733
O, 6.886, 4.8613, 14.5721
O, 3.9045, 9.6046, 21.0638
O, 1.1389, 3.4289, 19.0463

Results
free energy: -137092.011 eV
free energy less fixed offsets of As -4856.12, H -15.97, O -568.88, Si -635.61 eV per atom: 0.609 eV

Forces (eV/angstrom), in the order of the atoms: element, x, y, z
Si, -0.0002, -0.0004, 0
Si, 0.0002, 0.0006, -0.0003
Si, 0.0005, 0, -0.0005
Si, -0.0003, -0.0003, 0.0001
Si, -0.0001, 0.0002, 0.0003
Si, 0, -0.0006, -0.0001
Si, -0.0006, 0.0001, -0.0002
Si, 0.0008, 0.0003, 0
Si, -0.0004, 0.0004, 0
Si, 0.0004, -0.0004, 0.0002
Si, -0.0007, 0.0005, 0.0004
Si, 0.0003, -0.0003, 0.0003
Si, 0.0007, -0.0004, 0.0008
Si, -0.0005, 0.0002, 0.0003
Si, 0.0005, -0.0011, 0.0004
Si, -0.0001, 0.0001, 0.0005
Si, -0.0001, 0.0005, -0.0013
Si, 0.0003, -0.0001, -0.0002
Si, 0.0004, 0.0005, -0.0001
Si, 0, 0.0001, -0.0019
Si, 0.0001, -0.0004, 0.0001
Si, 0.0001, 0.0001, -0.0002
Si, -0.0001, 0.0008, -0.0003
Si, 0.0002, -0.0001, 0.0005
Si, -0.0002, 0.0001, 0.0026
Si, -0.0011, 0.0003, -0.0003
Si, -0.0013, 0.0023, -0.0017
Si, 0.0001, 0.0014, 0.001
Si, -0.0018, 0.0016, -0.0024
Si, 0.0001, 0.0004, 0.0005
Si, -0.0009, -0.0014, 0.0004
Si, -0.0004, 0.0006, -0.0012
Si, 0.0011, 0, -0.0003
Si, -0.0012, 0.0006, 0.0003
Si, 0.0017, -0.0027, -0.0005
Si, 0.0003, -0.0005, 0.0003
Si, -0.0005, -0.0006, 0.0002
Si, 0.003, -0.0016, 0
Si, -0.0004, 0.0003, 0.0007
Si, 0.0007, -0.0024, -0.0001
Si, 0.1109, -0.0783, -0.0699
Si, 0.0638, -0.0071, -0.0553
Si, 0.1137, -0.2164, 0.017
Si, 0.0213, 0.01, -0.0112
Si, 0.0286, -0.0076, -0.0194
Si, 0.1412, -0.1341, -0.0386
Si, 0.0554, 0.0391, 0.029
Si, 0.153, -0.0836, -0.0005
Si, -0.1211, 0.1114, 0.0381
Si, -0.0418, -0.0332, 0.0682
Si, -0.0434, -0.0416, 0.0999
Si, -0.2783, 0.1595, -0.1753
Si, 0.0131, 0.0238, 0.1069
Si, -0.0525, 0.1752, 0.0029
Si, -0.1616, 0.0993, -0.0945
Si, -0.0084, -0.0124, 0.121
Si, -0.0033, -0.0009, 0.0004
Si, 0.0012, 0.0008, -0.0003
Si, -0.0002, 0.0008, 0.0004
Si, -0.001, 0.0039, -0.0005
Si, 0.0009, 0.0017, 0.0009
Si, -0.0031, -0.0003, 0.0003
Si, -0.0005, 0.0031, -0.0004
Si, 0.0002, -0.0022, 0
Si, -0.0013, 0.002, -0.0005
Si, 0.003, 0.0009, -0.003
Si, 0.0006, 0.0002, 0.0006
Si, 0.0034, -0.005, 0.0007
Si, -0.0024, -0.0068, -0.0034
Si, -0.0032, -0.0011, -0.0011
Si, 0.0018, -0.0053, 0
Si, -0.0002, 0.0037, -0.0029
Si, -0.0002, -0.0003, -0.0041
Si, 0.0018, -0.0011, 0.0015
Si, -0.0011, -0.0014, 0.0004
Si, 0.0026, 0.0001, 0.0003
Si, 0.0049, 0.0072, 0.0104
Si, -0.0009, -0.0013, -0.0001
Si, -0.0007, -0.0025, 0.0002
Si, 0.0021, -0.0036, 0.0033
Si, 0.0014, -0.0028, 0.0066
Si, -0.001, 0.0014, -0.0016
Si, -0.0022, 0.0008, 0.0001
Si, -0.0022, 0.0012, -0.0013
Si, 0.0026, 0.002, -0.0028
Si, 0.0042, 0.0019, -0.0012
Si, -0.0021, 0.0049, -0.0019
Si, 0.0021, 0.0049, 0
Si, 0.0008, 0.0065, 0.0048
Si, 0.0011, -0.0024, 0.0015
Si, 0.0021, 0.0024, 0.0014
Si, -0.0044, -0.0006, 0.0164
Si, -0.0166, -0.0037, 0.0244
Si, 0.0046, 0.0023, 0.0059
As, -0.0164, -0.0071, -0.0081
Si, 0.0007, 0.0007, -0.0016
O, 0.032, -0.0062, -0.0006
O, 0.0001, 0.0042, -0.0057
O, 0.0008, -0.0003, 0
O, 0.0002, 0, -0.0004
O, -0.0008, -0.0044, -0.0009
O, -0.0032, -0.0008, -0.0016
O, 0.0003, -0.0005, -0.0005
O, -0.0002, -0.0005, -0.0004
H, 0.0001, -0.0005, 0
O, 0.001, 0.0005, -0.0173
O, 0.0003, 0.0001, -0.0028
O, 0.0008, -0.002, -0.0034
O, -0.0015, 0.0006, -0.0033
O, 0, 0.0029, -0.0038
O, -0.0024, 0.001, -0.0035
H, 0.0001, 0, 0.0001
H, 0.0001, 0, 0.0001
O, 0.0004, -0.0002, 0.0004
O, -0.0002, 0.0004, 0.0002
O, 0.0003, -0.0002, 0.001
O, 0.0003, -0.0002, 0.0002
O, -0.0003, 0.0002, 0.0002
O, -0.0004, 0.0001, 0.0007
Si, 0.0001, 0.0002, -0.0003
Si, 0.0001, 0, -0.0006
Si, -0.0001, -0.0001, -0.0005
Si, -0.0002, 0.0009, 0.0005
Si, 0.0001, -0.0001, -0.0008
Si, 0.0001, -0.0001, -0.0006
Si, -0.0001, 0.0002, -0.0009
Si, 0.0019, 0.0004, 0.0025
Si, 0.0002, 0, -0.0004
Si, -0.0001, 0.0001, -0.0008
Si, 0.0001, 0.0001, -0.0004
Si, 0.0001, 0, -0.0008
Si, -0.0002, 0.0006, 0.0002
Si, -0.0001, -0.0001, -0.0006
Si, 0.0001, 0, -0.0003
Si, -0.0006, 0.0004, 0.0011
Si, 0.0002, 0, -0.0006
Si, -0.0011, -0.0008, 0.0002
Si, 0.0002, 0.0001, -0.0005
Si, 0.0003, 0.0001, -0.0008
Si, -0.0001, 0, -0.0008
Si, -0.0001, -0.0003, -0.0008
Si, 0.0002, 0, -0.0003
Si, -0.0067, 0.0011, -0.0034
Si, 0.0005, -0.0002, 0
Si, -0.0005, 0, 0.0005
Si, 0.0001, 0, -0.0003
Si, -0.0002, -0.0009, 0.0017
Si, 0.0002, 0, -0.0005
Si, 0.0001, 0.0002, -0.0004
Si, -0.0001, -0.0003, 0.0002
Si, 0, -0.0001, -0.0004
Si, 0.0001, 0, -0.0002
Si, 0.0001, 0.0004, 0.0004
Si, 0.0003, -0.0021, 0.0024
Si, 0, 0, -0.0006
O, 0.0005, -0.0003, -0.0003
O, 0.0002, 0.0001, -0.0001
O, 0.0001, 0, 0
O, 0, 0.0001, 0
O, 0.0001, -0.0001, -0.0004
O, -0.0001, -0.0001, 0.0001
O, 0.0004, -0.0001, -0.0002
O, 0.0001, 0.0001, -0.0002
O, 0.0001, -0.0001, 0.0001
O, 0.0002, 0, 0
O, -0.0001, -0.0002, 0.0001
O, 0.0001, 0.0001, 0.0001
O, -0.0002, -0.0002, -0.0006
O, 0, -0.0002, 0.0004
O, 0.0001, -0.0001, 0
O, 0.0029, 0.0018, -0.0063
O, 0.0003, 0.0001, 0.0001
O, -0.0001, -0.0003, -0.0003
O, 0.0001, 0.0001, 0.0001
O, 0, -0.0001, -0.0001
O, 0.0001, 0, -0.0002
O, 0.0002, -0.0002, 0.0001
O, 0, 0.0019, -0.0007
O, 0, 0, -0.0001
O, 0, -0.0002, -0.0001
O, 0, -0.0001, -0.0002
O, 0.0003, 0.0001, -0.0002
O, -0.0001, -0.0001, -0.0003
O, 0, -0.0002, 0.0001
O, 0.0001, 0, -0.0004
O, -0.0001, -0.0002, -0.0001
O, 0.0004, -0.0003, -0.0009
O, 0.0003, 0, 0.0007
O, 0, 0, 0
O, -0.0002, 0.0002, -0.0005
O, 0.0001, 0, 0.0001
O, 0.0001, -0.0009, -0.0006
O, 0.0001, -0.0001, -0.0002
O, -0.0001, 0.0002, 0.0002
O, 0.0003, -0.0001, 0.0001
O, 0, -0.0003, -0.0005
O, 0.0002, 0, 0.0001
O, 0.0001, 0, -0.0001
O, -0.0007, 0.0001, -0.0006
O, -0.0001, -0.0001, 0.0003
O, 0, -0.0002, 0.0002
O, 0.0001, 0.0001, 0.0004
O, 0.0003, 0, 0.0002
O, 0.0002, 0.0001, 0
O, 0, -0.0003, 0.0001
O, -0.0001, 0.0001, 0.0001
O, -0.0002, -0.0002, -0.0001
O, 0.0001, -0.0003, 0.0001
O, -0.0001, -0.0001, 0
O, -0.0006, -0.0001, -0.0001
O, -0.0001, 0, 0.0002
O, -0.0002, 0.0002, -0.0006
O, 0.0001, 0, 0.0003
O, 0.0001, 0, 0.0002
O, 0.0001, -0.0001, -0.0001
O, 0.0001, 0.0001, -0.0002
O, 0.0002, 0.0002, 0.0005
O, 0.0006, 0.0003, -0.0004
O, 0.0001, 0, -0.0001
O, 0.0002, 0.0003, 0
O, 0.0001, -0.0001, -0.0003

The program warned: the cutoff lies below the one the program advises for these potential files; the exchange-correlation potential is rough where the density is thin.
